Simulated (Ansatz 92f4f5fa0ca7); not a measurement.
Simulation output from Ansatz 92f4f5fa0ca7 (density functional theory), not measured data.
Periodic cell of 416 atoms, Si264O152, from a study of silicon, its oxide and their interface. The atomic structure is a simulated model.
Doubt: the cutoff is far below the 930 eV that the study's wrapper takes by default for these files, so forces and energies are approximate.
This geometry differs little from another in the collection (a relaxation step or a small displacement).

Settings: functional PBE; potential files Ansatz PAW; basis plane waves; wave-function cutoff 580 eV; density cutoff ratio 5; exchange-correlation grid ratio 1; k mesh 1 x 1 x 1, Gamma-centred; self-consistency stop 5e-08 eV per atom in the density residual; occupations fixed; spin none; net charge 0.

Cell vectors (angstrom)
a	15.4687	0	0
b	0	12.8259	0
c	0	0	36.8256

Atoms and the computed forces on them: element, x, y, z (angstrom), force x, y, z (eV/angstrom)
Si	0.023	1.157	34.195	0.002	-0.004	-0.001
Si	3.907	1.14	34.189	-0.003	0.004	0.003
Si	7.726	1.182	34.152	-0.002	0	-0.003
Si	11.693	1.144	34.195	0.004	0.002	0
Si	1.944	7.6	34.169	0.005	0	0.003
Si	5.819	7.583	34.049	-0.004	0.001	0.002
Si	9.708	7.598	34.041	0.004	-0.004	0.006
Si	13.571	7.581	34.13	-0.004	0.001	0.004
Si	1.934	5.247	34.559	0.221	0.308	0.536
Si	5.801	5.247	34.559	0.059	0.18	-0.586
Si	9.668	5.247	34.559	-0.059	0.261	-0.198
Si	13.535	5.247	34.559	0.163	0.169	0.35
Si	0	11.66	34.559	-0.065	-0.228	-0.247
Si	3.867	11.66	34.559	0.047	-0.201	0.312
Si	7.734	11.66	34.559	0.154	0.318	0.102
Si	11.602	11.66	34.559	0.132	-0.226	-0.129
Si	0	4.664	35.795	0.017	0.043	0.039
Si	3.867	4.664	35.795	-0.128	0.121	0.035
Si	7.734	4.664	35.795	0.002	-0.029	-0.064
Si	11.602	4.664	35.795	0.011	-0.013	-0.023
Si	1.934	11.077	35.795	0.016	-0.025	-0.026
Si	5.801	11.077	35.795	-0.047	-0.106	-0.033
Si	9.668	11.077	35.795	-0.03	0.108	-0.007
Si	13.535	11.077	35.795	-0.069	-0.094	-0.051
Si	0	2.332	36.208	-0.066	0.054	0.317
Si	3.867	2.332	36.208	0.089	0.017	0.207
Si	7.734	2.332	36.208	-0.032	0.045	0.085
Si	11.602	2.332	36.208	0.203	0.035	0.256
Si	1.934	8.745	36.208	0.035	0.083	0.23
Si	5.801	8.745	36.208	0.034	-0.05	-0.489
Si	9.668	8.745	36.208	0.065	-0.093	-0.507
Si	13.535	8.745	36.208	0.073	-0.027	-0.094
Si	1.934	1.749	0.619	-0.015	0	0.001
Si	5.801	1.749	0.619	-0.072	0.037	0.032
Si	9.668	1.749	0.619	-0.07	-0.012	-0.04
Si	13.535	1.749	0.619	-0.004	0.129	0.105
Si	0	8.162	0.619	0.009	-0.026	-0.013
Si	3.867	8.162	0.619	-0.049	-0.034	-0.039
Si	7.734	8.162	0.619	-0.028	-0.094	-0.116
Si	11.602	8.162	0.619	0.1	-0.003	-0.061
Si	0	5.83	1.031	-0.017	0.022	0.076
Si	3.867	5.83	1.031	0.107	-0.051	0.04
Si	7.734	5.83	1.031	0.016	0.093	0.105
Si	11.602	5.83	1.031	0.004	0.132	0.123
Si	1.934	12.243	1.031	-0.006	-0.04	-0.052
Si	5.801	12.243	1.031	0.018	0.026	0.016
Si	9.668	12.243	1.031	0.042	-0.172	-0.142
Si	13.535	12.243	1.031	0.035	-0.015	-0.021
Si	1.934	5.247	2.268	0.051	0.062	0.502
Si	5.801	5.247	2.268	-0.232	0.033	0.246
Si	9.668	5.247	2.268	-0.123	0.066	0.372
Si	13.535	5.247	2.268	0.186	-0.015	0.246
Si	0	11.66	2.268	-0.056	-0.019	-0.509
Si	3.867	11.66	2.268	-0.11	-0.066	-0.353
Si	7.734	11.66	2.268	0.229	0.013	-0.329
Si	11.602	11.66	2.268	-0.32	-0.037	-0.149
Si	1.934	2.915	2.68	0.048	-0.051	0.012
Si	5.801	2.915	2.68	0.063	-0.033	0.014
Si	9.668	2.915	2.68	0.029	0.085	-0.013
Si	13.535	2.915	2.68	0.027	-0.136	-0.144
Si	0	9.328	2.68	-0.048	0.084	0.184
Si	3.867	9.328	2.68	0.057	0.093	0.091
Si	7.734	9.328	2.68	0.024	0.001	0.137
Si	11.602	9.328	2.68	-0.081	-0.092	-0.097
Si	-3.798	1.509	29.766	0.003	0.004	-0.012
Si	6.981	5.553	27.692	-0.072	0.031	-0.013
Si	7.527	3.516	23.952	-0.031	0.008	-0.009
Si	14.209	4.064	26.151	0	-0.011	-0.021
Si	4.675	7.438	26.981	0.02	-0.006	-0.024
Si	6.728	11	27.967	0.005	0.001	-0.005
Si	11.117	7.52	28.719	0.026	0.011	-0.01
Si	12.6	5.159	23.732	-0.012	0.002	0.003
Si	-0.218	9.427	25.935	0.006	-0.028	-0.018
Si	8.755	0.404	27.886	0.025	-0.008	-0.006
Si	7.85	1.818	30.13	-0.001	-0.009	0.002
Si	15.636	4.611	31.472	-0.004	0.003	-0.006
Si	2.271	8.719	19.192	0.006	-0.007	-0.016
Si	-3.55	16.653	29.285	-0.01	0.002	-0.004
Si	5.82	11.158	31.289	-0.002	0.004	0.004
Si	11.218	13.024	27.927	-0.022	-0.017	-0.012
Si	0.146	1.196	29.607	0.001	0.029	-0.006
Si	0.506	3.515	29.431	-0.022	-0.016	0.001
Si	3.726	1.272	29.673	-0.007	-0.001	0.008
Si	15.623	-2.049	27.845	-0.014	-0.009	-0.004
Si	4.991	14.893	25.256	-0.003	0.004	-0.022
Si	8.761	7.555	24.979	-0.039	-0.003	0.009
Si	9.722	11.036	31.106	-0.004	0.014	0.004
Si	20.358	9.295	25.159	-0.013	-0.008	0.001
Si	4.244	4.369	27.339	0.021	0.014	-0.036
Si	5.801	0.728	30.778	-0.003	-0.002	-0.004
Si	4.925	-0.76	26.793	0.016	-0.028	-0.001
Si	10.229	5.26	28.341	0.013	-0.011	0.003
Si	0.61	6.886	30.976	-0.005	0	0.008
Si	13.274	8.384	27.985	-0.031	0.015	0.027
Si	7.787	4.037	31.149	0.01	0.007	0.003
Si	14.208	6.85	29.504	-0.006	0.01	-0.01
Si	1.941	0.591	31.016	-0.005	-0.004	-0.002
Si	8.25	5.76	29.635	-0.009	-0.01	0.001
Si	9.759	0.665	30.971	0	0	-0.009
Si	13.623	0.692	30.812	-0.001	-0.005	0.002
Si	3.034	12.495	28.077	0.005	-0.003	0.002
Si	3.757	4.747	31.132	-0.01	-0.001	-0.007
Si	5.926	9.473	29.616	-0.008	0.006	-0.005
Si	12.144	6.981	30.81	-0.005	-0.011	0.01
Si	-1.398	4.614	28.448	0.014	-0.014	0.001
Si	3.098	7.073	30.807	-0.002	-0.004	0.008
Si	7.785	8.001	30.377	0.001	0.003	0
Si	11.706	4.742	31.395	-0.009	-0.004	0.006
Si	1.973	11.089	31.294	-0.003	0.002	-0.007
Si	9.525	9.273	29.313	0.001	0.003	0.003
Si	3.805	8.525	28.991	0.009	-0.009	-0.002
Si	13.529	11.153	31.127	0.002	0.002	0.002
Si	2.061	4.02	32.621	0.009	0.003	-0.005
Si	5.759	4.118	32.408	0.003	0	0.005
Si	9.72	4.022	32.534	0.006	0.006	0.01
Si	13.611	4.065	32.559	0.006	0.002	-0.005
Si	-0.014	10.501	32.427	0.001	-0.003	0
Si	3.897	10.517	32.517	-0.003	-0.004	0.004
Si	7.794	10.606	32.473	-0.001	-0.001	0.005
Si	11.632	10.551	32.432	-0.002	-0.003	0.002
Si	1.969	1.727	33.036	-0.002	0.002	0.003
Si	5.765	1.782	32.902	-0.006	0.004	0.002
Si	9.758	1.716	33.056	-0.001	0.006	-0.006
Si	13.613	1.743	32.926	-0.002	0	0.007
Si	0.04	8.168	32.892	0.001	-0.004	-0.003
Si	3.821	8.168	32.847	-0.008	-0.002	-0.004
Si	7.768	8.256	32.78	0	0.006	0.001
Si	11.709	8.214	32.817	-0.005	-0.004	0
Si	0	2.332	3.917	-0.274	0.112	-0.093
Si	3.867	2.332	3.917	-0.2	0.18	0.426
Si	7.734	2.332	3.917	0.012	0.411	0.006
Si	11.602	2.332	3.917	0.003	-0.308	-0.957
Si	1.934	8.745	3.917	0.207	-0.245	0.581
Si	5.801	8.745	3.917	-0.309	-0.242	0.176
Si	9.668	8.745	3.917	0.357	-0.16	-0.344
Si	13.535	8.745	3.917	-0.047	-0.269	0.17
Si	1.954	6.406	4.424	0	0	0.005
Si	5.707	6.407	4.371	0.01	-0.017	-0.001
Si	9.628	6.407	4.41	-0.005	-0.002	-0.009
Si	13.582	6.427	4.36	-0.007	-0.005	-0.002
Si	-0.073	12.799	4.279	0.015	0.007	-0.004
Si	3.842	12.826	4.291	-0.009	-0.007	-0.009
Si	7.823	12.847	4.275	-0.016	-0.014	-0.017
Si	11.52	12.832	4.307	-0.005	-0.001	-0.009
Si	0.033	5.957	5.744	-0.001	-0.02	-0.002
Si	3.847	5.799	5.813	0.018	-0.003	-0.027
Si	7.597	5.885	5.648	-0.044	0.061	0.074
Si	11.645	5.788	5.56	0.003	0.002	0.008
Si	1.864	12.167	5.419	-0.029	-0.011	-0.007
Si	5.87	12.205	5.309	0.038	0.011	0.017
Si	9.642	12.294	5.673	0.012	-0.021	0.006
Si	13.437	12.076	5.389	0.001	0.003	0.002
Si	-0.093	3.538	5.959	-0.01	0.006	-0.009
Si	3.769	3.397	6.121	-0.012	0.012	0
Si	7.63	3.549	5.98	-0.002	-0.023	0
Si	11.616	3.437	5.883	-0.012	0.007	0.02
Si	1.967	9.886	6.058	0.03	0.008	-0.008
Si	5.897	9.971	5.94	-0.115	0.015	-0.044
Si	9.83	9.901	5.923	0.011	0.058	0.004
Si	13.514	9.795	6.045	0.003	0.014	-0.016
Si	2.213	8.995	11.868	-0.037	-0.008	-0.011
Si	3.622	1.47	10.799	-0.04	0.017	0.014
Si	13.036	-1.748	13.901	0.022	0.024	0.013
Si	13.488	2.701	7.116	0.003	0.001	-0.017
Si	-0.016	9.602	7.392	0.006	-0.008	0.01
Si	5.218	8.482	8.566	-0.11	0.219	-0.033
Si	10.912	10.645	9.216	0.004	0.012	-0.022
Si	11.592	6.655	7.769	-0.017	0.023	0.001
Si	3.207	6.74	13.611	-0.029	-0.021	0.029
Si	0.074	7.129	7.951	-0.01	-0.002	0.012
Si	9.482	12.802	14.783	0	0.004	0.025
Si	12.453	1.364	10.439	0.003	0.017	-0.017
Si	1.671	15.582	7.24	0.029	-0.029	-0.013
Si	7.571	12.566	8.808	0.02	-0.015	-0.034
Si	9.641	15.893	7.081	0.004	-0.006	-0.005
Si	12.774	16.485	9.138	0.015	-0.023	0.025
Si	-3.481	4.342	13.204	0.028	-0.009	-0.014
Si	5.82	0.412	7.353	-0.021	-0.004	0.019
Si	5.978	3.253	9.554	-0.004	0.047	-0.021
Si	15.266	11.979	8.507	-0.008	0.014	0.01
Si	-1.276	12.522	10.605	-0.035	-0.034	-0.005
Si	3.463	11.807	12.446	-0.008	-0.015	0.016
Si	7.929	9.257	7.038	-0.06	-0.198	0.122
Si	9.495	13.619	7.723	-0.013	-0.003	-0.009
Si	-1.868	6.022	8.925	0.007	-0.007	-0.039
Si	8.827	3.437	10.85	0.032	-0.022	0.038
Si	7.001	7.114	7.684	0.227	-0.015	-0.157
Si	11.572	9.198	7.383	-0.023	-0.03	0.018
Si	-3.978	12.922	8.677	0.001	-0.024	0.01
Si	6.458	11.452	11.36	-0.022	0.032	0.057
Si	6.825	9.373	10.307	0.009	-0.024	-0.028
Si	12.534	10.706	10.983	0.059	0.011	0.008
Si	0.944	4.655	14.383	-0.007	-0.015	-0.019
Si	-0.479	8.802	13.387	0.003	0.014	-0.002
Si	3.764	-0.337	8.195	0.021	-0.016	-0.106
Si	7.734	-2.265	13.915	-0.01	0.005	0.029
Si	7.223	14.97	15.341	0	-0.025	0.016
Si	10.519	6.865	12.429	0.017	-0.017	-0.011
Si	3.999	6.505	8.208	-0.032	-0.046	0.016
Si	16.9	3.791	10.262	-0.027	-0.013	0.023
Si	-1.996	0.315	7.415	-0.004	0.009	-0.002
Si	0.145	-0.473	16.163	-0.006	0.022	0.006
Si	10.584	4.56	8.64	0.02	-0.002	-0.051
Si	4.401	1.605	16.688	-0.023	0.012	0.006
Si	3.988	10.159	7.392	0.036	-0.057	0.057
Si	5.51	5.961	11.813	-0.002	-0.014	0.002
Si	7.345	4.209	13.288	0.006	-0.002	0.007
Si	13.075	7.901	11.314	0.012	-0.002	-0.001
O	-6.082	-2.947	19.797	-0.001	-0.007	0.012
O	-4.311	5.362	12.218	-0.006	0.012	0.008
O	8.237	1.873	28.48	0	-0.002	-0.002
O	16.115	9.032	12.263	0.04	-0.001	-0.011
O	-6.461	7.134	11.882	-0.013	-0.004	-0.004
O	3.397	13.294	16.067	0.004	-0.007	-0.005
O	1.818	5.381	10.402	0.016	-0.005	-0.008
O	1.834	5.87	13.735	0.013	0.01	-0.011
O	0.461	3.898	23.048	0	-0.018	-0.021
O	5.9	21.802	17.054	-0.003	0	-0.012
O	22.696	-10.142	13.811	-0.005	0.001	-0.002
O	15.453	8.014	14.74	-0.006	0.006	0
O	1.012	8.481	18.189	-0.009	0.004	0.004
O	-18.852	10.651	12.622	-0.01	-0.016	0.003
O	9.457	17.114	20.91	0.002	-0.001	0.003
O	10.902	32.159	16.618	0.002	0.001	-0.007
O	3.668	25.852	9.765	-0.018	0.011	0.07
O	10.008	6.173	19.04	0	-0.001	0.006
O	-10.339	18.126	20.503	0.016	0.008	-0.008
O	-5.934	-14.719	26.223	-0.026	0.004	0.004
O	5.355	-1.009	19.773	-0.009	-0.004	0.018
O	33.358	7.432	20.208	-0.003	0	-0.002
O	-1.52	18.514	22.995	-0.022	0.01	0.018
O	-11.341	10.743	16.215	-0.009	0.002	-0.01
O	1.522	-1.399	16.233	-0.003	-0.015	0.003
O	7.701	-1.217	24.324	-0.007	-0.028	-0.017
O	2.726	10.546	11.637	0.008	-0.001	0.005
O	8.688	3.844	25.078	-0.017	0.005	-0.003
O	4.892	0.745	21.648	-0.015	-0.019	0.002
O	-9.071	-26.864	17.361	-0.014	-0.002	-0.007
O	17.422	-2.777	20.044	-0.001	0.005	0.009
O	7.795	-0.708	28.684	0.015	0.008	-0.015
O	-3.863	6.429	23.69	-0.003	-0.002	-0.005
O	-16.472	10.3	13.748	-0.017	-0.012	-0.008
O	12.967	17.516	25.258	0.006	-0.004	0.013
O	-7.208	10.028	22.259	0.001	0.006	-0.002
O	-1.902	30.059	12.774	-0.031	0.005	0.012
O	17.746	7.04	23.494	-0.007	0.012	0.005
O	-6.435	-14.417	14.615	-0.006	-0.005	-0.01
O	23.777	13.26	26.292	0.002	-0.012	0.011
Si	21.609	-0.149	18.596	0.02	-0.001	-0.014
Si	5.725	10.467	16.396	0.008	0	0.02
Si	14.323	15.287	20.655	0.006	0.003	-0.011
Si	1.649	13.192	7.492	0.01	0.003	0.012
Si	15.251	7.434	18.449	0.008	0	-0.002
Si	-0.455	3.616	12.752	0.008	0.008	-0.008
Si	13.87	11.667	24.206	-0.006	0.001	-0.005
Si	3.006	3.547	29.2	0.012	0.008	0.003
Si	9.241	10.78	21.162	-0.017	0.003	-0.004
Si	11.853	15.176	22.442	0.007	-0.014	0.002
Si	-12.454	24.594	15.617	0.009	0.006	0.02
Si	12.215	-2.529	21.874	0.001	0.012	-0.012
Si	13.36	10.635	28.786	0.009	-0.03	0
Si	-3.914	26.082	24.916	-0.004	0.011	0.014
Si	21.264	5.623	9.475	-0.039	-0.025	0.033
Si	-0.042	14.119	25.512	0.007	0.012	-0.019
Si	1.51	6.074	20.26	0	-0.001	0.002
Si	-7.782	-4.737	12.115	0.016	0.004	0.013
Si	6.271	6.352	23.458	-0.032	0.006	0.01
Si	-2.321	9.348	19.089	0.01	0.005	-0.033
Si	-4.639	-5.261	22.825	-0.014	0.004	0.003
Si	14.58	19.68	15.51	0.014	-0.019	0.004
Si	16.633	3.823	24.508	0.03	-0.003	0.02
Si	10.843	14.407	12.275	-0.015	-0.016	0.015
Si	4.958	20.783	17.939	0.01	-0.001	-0.013
Si	8.896	12.127	25.269	0.002	0.007	0.01
Si	21.237	15.565	7.243	0.007	-0.013	-0.005
Si	8.368	0.392	19.499	-0.014	0.007	-0.025
Si	7.441	4.964	16.102	-0.02	-0.003	0.011
Si	16.228	0.195	27.493	-0.008	0.015	-0.001
Si	4.459	6.07	16.521	-0.002	0.002	0.015
Si	2.25	-2.406	29.04	-0.002	-0.003	0
Si	-6.152	5.857	20.482	-0.015	-0.005	-0.001
Si	17.495	-2.15	21.537	-0.001	-0.014	-0.002
Si	-0.721	13.325	13.379	-0.006	0.019	0.004
Si	16.147	-11.071	18.415	0.011	0.006	-0.022
Si	-0.374	17.775	22.141	0.019	-0.003	-0.034
Si	8.613	9.88	27.146	0.021	0.034	0.007
Si	3.309	5.769	23.459	0.018	-0.021	-0.02
Si	-4.854	-0.833	17.512	0.004	-0.008	-0.003
Si	9.625	6.789	17.576	-0.016	0.009	0
Si	3.868	1.771	22.37	-0.002	0.01	0.01
Si	13.436	-1.504	16.819	0.015	0.001	-0.005
Si	3.827	-8.071	21.347	-0.007	0.025	0.036
Si	6.183	6.553	20.518	-0.008	0.008	-0.001
Si	7.055	10.559	23.256	-0.038	0.016	-0.007
Si	4.932	11.976	21.34	0.017	0.001	-0.003
Si	2.075	21.437	23.897	0.023	-0.012	-0.008
Si	1.176	0.693	21.173	0.003	0.011	-0.008
Si	8.867	4.948	26.323	0.012	0.007	-0.016
Si	2.737	3.45	16.727	-0.002	0	0
Si	-6.983	10.401	8.978	0.01	0.014	0.001
Si	-6.405	15.588	21.354	-0.013	-0.008	-0.015
Si	11.543	19.221	15.148	0.013	-0.003	0.006
Si	10.157	9.65	18.347	-0.008	0.024	-0.023
Si	2.009	6.762	9.477	0.001	-0.017	0.006
O	1.633	15.801	17.867	-0.002	-0.011	0.003
O	5.76	7.582	19.331	0.003	-0.011	0.008
O	39.458	17.111	12.196	0.008	0	-0.02
O	16.515	-4.163	25.18	-0.021	0.02	0.006
O	-0.964	-21.591	20.918	-0.013	-0.005	-0.001
O	3.541	-14.418	21.729	0	0.006	-0.004
O	8.212	13.686	15.34	0.001	0	-0.008
O	18.435	21.129	13.162	0.005	0.007	-0.012
O	5.863	5.234	16.391	0.011	0.002	-0.002
O	10.092	-0.061	24.377	-0.002	-0.003	0.002
O	-6.146	-4.413	17.616	0.001	-0.007	0
O	15.685	4.603	25.603	-0.018	0.011	0.021
O	-4.011	-4.97	11.527	0.004	0.007	0.01
O	27.109	-3.867	18.594	-0.004	-0.008	0.008
O	-5.425	6.842	21.575	0.002	-0.001	-0.002
O	0.473	-6.772	19.004	-0.007	-0.002	-0.001
O	17.812	1.343	22.073	0.006	-0.003	0.001
O	-12.98	15.476	10.744	0.017	-0.007	-0.009
O	14.074	-4.454	26.484	0.023	0.004	-0.027
O	-3.198	-26.366	17.726	0	0.001	-0.004
O	-0.256	-0.147	11.939	0.012	0.005	0.016
O	5.036	11.626	12.122	0.028	-0.014	-0.015
O	21.944	10.523	14.952	0.011	-0.006	-0.026
O	-12.114	-7.867	17.071	-0.002	-0.009	0.007
O	9.637	17.375	9.987	-0.022	0.019	0.008
O	13.258	11.22	22.745	-0.008	-0.007	-0.005
O	-1.224	2.4	25.924	-0.011	-0.004	0.008
O	3.977	6.113	12.324	0.021	0.008	-0.032
O	8.503	-4.281	26.225	-0.006	-0.009	-0.013
O	21.274	4.403	27.88	0.012	-0.011	-0.001
O	-7.954	24.343	12.612	-0.015	-0.012	-0.011
O	-5.801	25.745	18.507	-0.01	-0.001	0.012
O	6.121	19.996	22.042	0.006	-0.009	-0.011
O	-10.188	13.479	26.019	-0.012	0.017	-0.006
O	30.119	-10.725	13.236	0.004	-0.018	0.007
O	3.563	-3.689	24.238	-0.004	0.009	0.017
O	1.895	-9.175	15.296	0.008	-0.011	0
O	-8.605	17.678	23.268	0.015	-0.022	0.006
O	2.616	17.391	24.369	-0.01	-0.008	0.003
O	10.182	13.382	13.409	0.004	0	-0.014
O	34.831	18.758	26.818	-0.016	-0.02	0.004
O	14.872	12.992	24.402	-0.003	-0.008	0
O	11.45	26.633	26.461	0.001	0.009	-0.019
O	15.712	0.135	14.63	-0.014	-0.005	0
O	22.991	-9.922	10.034	0.018	-0.027	0
O	14.103	-4.766	19.442	-0.005	-0.001	0.006
O	13.614	19.474	10.462	0.001	0.007	0.006
O	-2.197	12.7	13.754	0.007	-0.009	-0.005
O	-3.325	14.28	23.787	-0.004	0.005	-0.009
O	10.75	-14.617	21.761	0.01	-0.007	0.005
O	-15.687	18.209	15.298	-0.018	0.014	0
O	5.001	15.167	10.559	0.01	0.013	-0.016
O	12.835	2.053	21.167	-0.008	-0.001	0.004
O	11.409	-9.99	13.15	0.001	0.015	-0.001
O	35.129	-9.603	21.731	-0.004	-0.02	-0.001
O	3.641	8.843	18.349	-0.015	0.001	0.007
O	18.684	0.597	12.145	0.002	-0.011	0.017
O	-3.757	-8.009	14.744	-0.002	0.008	-0.001
O	25.982	25.524	16.03	-0.01	-0.008	-0.003
O	-9.439	-1.489	22.309	0.024	-0.01	0.033
O	-13.979	-11.919	19.571	-0.009	-0.003	0.009
O	13.836	7.858	12.74	-0.011	0.009	-0.012
O	-7.392	15.536	22.655	0.002	0.001	0.001
O	6.237	7.005	27.34	0.019	-0.011	0.003
O	-13.89	9.568	22.657	-0.001	0.014	-0.006
O	-0.188	14.31	21.538	-0.007	-0.002	0
O	10.617	32.829	14.038	-0.005	0.003	0.008
O	1.198	2.223	24.903	-0.006	-0.019	0.011
O	22.759	7.101	24.452	0.022	-0.004	-0.008
O	20.578	1.064	18.1	-0.002	0.003	-0.005
O	4.233	3.175	26.198	0.006	0.006	0.015
O	5.947	-8.269	12.555	-0.015	0.016	-0.027
O	7.737	-7.6	14.511	0.003	0.006	-0.008
O	0.999	11.944	21.569	-0.003	0.001	0.001
O	16.05	18.955	21.589	-0.007	0.01	0
O	6.411	32.796	12.516	0.012	0.024	-0.001
O	-5.827	2.083	11.256	-0.018	0.023	-0.007
O	12.549	11.98	25.096	0.005	-0.001	-0.006
O	-7.147	5.973	17.008	0.01	0	0
O	8.542	12.208	20.792	0.005	-0.014	0.015
O	-7.043	1.934	20.088	0.009	0.012	0.013
O	6.869	-12.954	10.347	-0.02	0.025	0.027
O	-2.864	10.772	15.459	-0.008	0	0.004
O	1.223	16.348	8.667	-0.008	0.029	0.028
O	24.997	6.251	25.553	-0.01	-0.006	0.004
O	20.115	10.79	25.794	-0.004	0.01	-0.002
O	11.875	8.755	22.385	-0.004	-0.007	0
O	-12.429	37.262	14	-0.003	-0.003	-0.027
O	-3.318	-1.196	28.102	-0.02	0.019	0.002
O	21.873	2.652	24.725	0.001	0.004	-0.003
O	27.426	-8.914	22.903	-0.005	0.006	0.001
O	4.769	-6.603	24.122	0.007	0.007	-0.006
O	-0.847	10.348	24.744	0.009	0.001	0.005
O	-9.26	9.455	24.141	0.015	0.03	-0.03
O	14.508	-5.721	17.087	-0.002	0.003	-0.001
O	-2.44	19.849	15.09	-0.025	-0.002	-0.005
O	-2.484	-2.586	20.435	-0.006	-0.002	0.013
O	28.887	-3.487	10.613	-0.024	-0.007	0.01
O	-5.07	14.818	21.849	-0.001	0.006	0
O	2.3	-4.757	10.494	0.002	0.035	0.033
O	7.727	16.179	16.36	0	0.011	-0.005
O	15.562	3.59	11.193	0.016	0.008	0.01
O	8.035	9.043	13.405	-0.006	0.004	-0.006
O	-1.565	10.124	17.847	-0.01	-0.012	0.007
O	5.677	1.767	15.667	-0.009	-0.004	0.002
O	4.012	6.659	15.038	0.005	0.005	-0.016
O	7.723	6.123	20.286	0.007	-0.001	0
O	-12.951	-8.035	20.334	-0.003	-0.012	-0.006
O	-21.234	-17.44	23.83	0.009	-0.007	-0.002
O	-0.746	2.263	19.075	-0.007	-0.004	0.014
O	0.286	26.443	17.181	0	-0.01	-0.003
O	4.036	1.761	23.979	0.017	-0.001	-0.002

Results
free energy: -254261.580 eV
free energy less fixed offsets of O -568.88, Si -635.61 eV per atom: 9.220 eV

The program warned: the cutoff lies below the one the program advises for these potential files; the exchange-correlation potential is rough where the density is thin.
